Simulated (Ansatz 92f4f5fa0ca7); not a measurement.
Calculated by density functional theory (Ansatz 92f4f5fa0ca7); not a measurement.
Periodic cell of 240 atoms, Si148O92, from a study of silicon, its oxide and their interface. The atomic structure is a simulated model.
Doubt: the cutoff is far below the 930 eV that the study's wrapper takes by default for these files, so forces and energies are approximate.
This geometry differs little from another in the collection (a relaxation step or a small displacement).

Settings: functional PBE; potential files Ansatz PAW; basis plane waves; wave-function cutoff 580 eV; density cutoff ratio 5; exchange-correlation grid ratio 1; k mesh 1 x 1 x 1, Gamma-centred; self-consistency stop 5e-08 eV per atom in the density residual; occupations fixed; spin none; net charge 0.

Cell vectors (angstrom)
a	11.6015	0	0
b	0	10.938	0
c	0	0	33.1246

Atoms and the computed forces on them: element, x, y, z (angstrom), force x, y, z (eV/angstrom)
Si	0.0255	-0.2115	24.3462	0.0433	0.0838	0.0325
Si	3.9048	-0.0314	24.3308	0.0144	0.1121	0.0485
Si	7.8085	-0.3813	24.5589	-0.0084	0.1657	-0.0005
Si	1.8966	1.256	24.3443	-0.0009	-0.0793	0.0522
Si	6.0158	1.1683	24.3732	-0.0449	-0.1061	0.0134
Si	9.6463	1.0862	24.593	0.0332	-0.1179	0.0386
Si	0.0604	5.1036	24.5917	0.0149	0.1656	-0.0192
Si	3.9934	5.3931	24.1868	-0.0392	0.0865	0.1247
Si	7.8617	5.3107	24.3742	-0.0214	0.0928	-0.0011
Si	1.9098	6.5949	24.4302	0.081	-0.1102	-0.007
Si	5.9468	6.7285	24.3854	-0.0259	-0.0779	0.0449
Si	9.8518	6.6021	24.5384	-0.039	-0.1139	0.0424
Si	2.0061	2.6019	26.3315	0.0395	-0.0971	-0.0511
Si	5.854	2.6335	26.2925	-0.0245	-0.076	-0.0255
Si	9.6992	2.5531	26.4675	-0.0247	-0.0707	-0.01
Si	0.0483	3.8568	26.5158	-0.0287	0.0664	0.007
Si	3.9174	4.0268	26.2203	0.0109	0.0964	-0.0569
Si	7.8029	3.982	26.3604	0.0192	0.0705	-0.0336
Si	2.0074	8.0965	26.33	-0.0028	-0.0677	-0.0439
Si	5.8066	8.0789	26.3662	-0.0296	-0.0973	-0.0472
Si	9.733	8.0444	26.4283	0.0155	-0.0992	0.0046
Si	0.0464	9.4357	26.3545	-0.0129	0.0944	-0.0395
Si	3.9182	9.5335	26.3197	-0.0213	0.0651	-0.0253
Si	7.7708	9.331	26.5013	0.0168	0.0809	-0.0059
Si	0.0546	-0.0559	28.2633	-0.0256	-0.055	0.0129
Si	3.9087	-0.0554	28.2766	0.0136	-0.0302	0.009
Si	7.7373	-0.0538	28.2952	0.0075	-0.028	0.0226
Si	1.9942	1.3045	28.2961	-0.0097	0.0455	0.0365
Si	5.8192	1.3345	28.2806	0.0062	0.0404	-0.0044
Si	9.689	1.2507	28.3778	0.0167	0.0405	0.0236
Si	0.0492	5.4192	28.2991	0.0114	-0.0334	0.0085
Si	3.8858	5.3829	28.2286	-0.0132	-0.0417	0.0122
Si	7.7489	5.4179	28.2679	0.0055	-0.0517	0.0146
Si	1.9818	6.7863	28.2944	0	0.0433	0.0142
Si	5.7939	6.7563	28.3059	0.0193	0.0535	0.0415
Si	9.7055	6.7375	28.3524	-0.0105	0.0542	0.011
Si	1.9336	2.7345	30.2254	0.0409	-0.1774	-0.071
Si	5.8008	2.7345	30.2254	0.0157	-0.1023	-0.0745
Si	9.6679	2.7345	30.2254	0.0277	-0.1173	0.1578
Si	0	4.1018	30.2254	0.1285	-0.1477	0.1379
Si	3.8672	4.1018	30.2254	-0.0196	-0.1872	-0.2043
Si	7.7343	4.1018	30.2254	-0.05	-0.1464	-0.0582
Si	1.9336	8.2035	30.2254	0.0634	-0.1498	-0.05
Si	5.8008	8.2035	30.2254	-0.0353	-0.182	-0.0404
Si	9.6679	8.2035	30.2254	0.0321	-0.1344	0.0504
Si	0	9.5708	30.2254	0.0983	-0.1691	-0.0801
Si	3.8672	9.5708	30.2254	0.0759	-0.1275	0.0019
Si	7.7343	9.5708	30.2254	-0.0872	-0.19	0.128
Si	0	0	32.1589	-0.0016	0.0761	0.037
Si	3.8672	0	32.1589	-0.0047	-0.0345	-0.0296
Si	7.7343	0	32.1589	-0.0068	0.0096	0.0564
Si	1.9336	1.3673	32.1589	0.0081	-0.0352	-0.0695
Si	5.8008	1.3673	32.1589	-0.0109	-0.0872	-0.0454
Si	9.6679	1.3673	32.1589	-0.0056	-0.0458	0.0521
Si	0	5.469	32.1589	-0.0138	-0.0554	0.0051
Si	3.8672	5.469	32.1589	0.0037	0.0983	0.0013
Si	7.7343	5.469	32.1589	0.005	0.0531	0.0405
Si	1.9336	6.8362	32.1589	0.0091	-0.0659	-0.0315
Si	5.8008	6.8362	32.1589	0.006	-0.1052	-0.0223
Si	9.6679	6.8362	32.1589	-0.0084	-0.0075	0.0097
Si	1.9336	2.7345	0.9679	-0.0545	0.1468	-0.1385
Si	5.8008	2.7345	0.9679	0.0721	0.2017	0.024
Si	9.6679	2.7345	0.9679	-0.0971	0.1318	0.307
Si	0	4.1018	0.9679	-0.0455	0.0637	-0.2849
Si	3.8672	4.1018	0.9679	-0.0443	0.1891	0.1676
Si	7.7343	4.1018	0.9679	-0.0158	0.1537	-0.0425
Si	1.9336	8.2035	0.9679	-0.0416	0.1903	0.1322
Si	5.8008	8.2035	0.9679	0.0299	0.182	0.288
Si	9.6679	8.2035	0.9679	-0.0906	0.2713	-0.0661
Si	0	9.5708	0.9679	-0.0876	0.1898	0.1457
Si	3.8672	9.5708	0.9679	0.0258	0.18	-0.2685
Si	7.7343	9.5708	0.9679	-0.0033	0.2435	-0.0613
Si	-0.0606	0.0811	2.8983	0.0077	-0.0711	-0.0181
Si	3.8639	0.0992	2.8184	0.0267	-0.0434	-0.0276
Si	7.7025	0.0524	2.8941	0.0226	-0.0539	-0.0121
Si	1.9002	1.406	2.8945	-0.028	0.0615	0.013
Si	5.7914	1.4522	2.939	-0.0227	0.0661	0.0087
Si	9.6249	1.4509	2.9819	-0.0111	0.0614	-0.0188
Si	-0.0655	5.5609	2.8035	0.0207	-0.0299	-0.0328
Si	3.8418	5.5724	2.8857	-0.036	-0.0572	-0.0577
Si	7.7092	5.5311	2.8814	-0.0461	-0.0596	-0.0368
Si	1.8708	6.8977	2.9355	0.0155	0.0427	-0.0113
Si	5.7779	6.9005	2.9627	0.0214	0.0604	0.0006
Si	9.6257	6.8944	2.9009	-0.0008	0.0362	-0.0227
Si	1.8754	3.0099	4.6497	0.0392	-0.0763	-0.0368
Si	5.7627	2.9222	4.8606	-0.0167	-0.1007	-0.0104
Si	9.6354	2.8477	4.9788	0.0004	-0.1032	0.0675
Si	-0.0698	4.2918	4.7288	-0.0202	0.0495	0.014
Si	3.8168	4.2955	4.8444	0.0323	0.0692	0.0757
Si	7.723	4.2508	4.8464	0.0562	0.0632	0.0533
Si	1.826	8.4339	4.78	-0.0487	-0.0693	0.0459
Si	5.7118	8.2449	4.9707	0.0015	-0.0733	0.0412
Si	9.6374	8.27	4.8361	0.0149	-0.054	0.0828
Si	-0.1275	9.7731	4.8924	0.0398	0.08	0.0118
Si	3.8094	9.6375	4.6637	0.0325	0.0545	0.0132
Si	7.6889	9.5713	4.7783	-0.0516	0.0637	0.0272
Si	-0.0132	0.3252	6.8379	-0.1892	0.0268	0.0024
Si	3.6653	0.2159	6.4143	-0.0491	0.1033	0.0056
Si	7.668	0.0284	6.6566	-0.009	0.0324	-0.0501
Si	1.8231	1.7177	6.5351	0.1073	-0.108	0.0335
Si	5.7034	1.3354	6.6062	0.041	-0.0535	-0.0183
Si	9.4693	1.5587	7.0875	0.1137	-0.0743	-0.1107
Si	0.0825	5.7476	6.5949	0.0178	0.1427	0.0664
Si	3.6063	5.6701	6.8256	0.0412	0.1059	-0.0503
Si	7.6891	5.6332	6.8123	0.0204	0.0762	-0.029
Si	1.9053	7.3146	6.8268	0.0275	-0.1648	-0.0859
Si	5.66	6.8331	7.0105	-0.0204	-0.093	-0.0897
Si	9.7151	6.9889	6.8499	-0.0671	-0.1044	-0.0706
O	7.5413	4.5314	8.0363	0.0026	-0.0746	0.025
O	5.5289	7.4699	8.5477	0.0382	0.0349	0.1107
O	0.6366	10.447	8.1521	0.0626	0.006	-0.0319
O	5.6331	1.9035	8.1634	0.0102	-0.0022	0.0413
O	1.9882	8.2138	8.2674	-0.0053	0.1507	0.0781
O	10.0875	8.0401	8.1036	0.0258	0.041	0.0306
O	11.9401	4.6092	7.7838	0.0103	-0.0219	-0.039
O	7.4668	9.8998	7.9407	0.0049	-0.0288	0.0301
O	3.46	10.274	7.8134	-0.0292	0.0141	-0.0186
O	1.9163	2.4696	8.0431	-0.0169	0.0168	-0.0287
O	3.0687	4.8255	8.1859	-0.0474	-0.0657	0.027
O	9.097	2.4583	8.4795	-0.066	0.1116	0.1248
O	3.669	0.2646	21.0375	-0.0011	0.02	0.0083
O	1.9074	4.4202	21.518	-0.0349	-0.025	0.0368
O	6.0792	7.6973	23.0398	0.0398	0.0869	-0.0399
O	5.9311	9.9121	21.5588	0.0057	-0.0138	0.0269
O	10.2386	7.5367	23.2146	0.049	0.0328	0.0045
O	0.0362	9.7775	22.9601	-0.0127	-0.0904	-0.0368
O	7.8724	4.3664	22.9873	0.009	-0.0849	-0.0057
O	9.3151	2.1359	23.3486	-0.0617	0.0475	-0.0061
O	7.9688	9.601	23.1786	-0.0095	-0.0689	-0.0365
O	6.5662	2.051	23.0452	0.0637	0.0358	-0.0038
O	0.2506	-1.3643	19.219	-0.0164	0.0097	0.0253
O	-0.092	4.1689	23.2	0.009	-0.067	-0.0177
Si	7.9926	2.7709	22.6308	-0.0245	0.0558	0.0416
Si	-3.3088	6.9517	13.8895	0.0002	-0.0336	-0.0007
Si	6.3574	11.3114	15.2901	0.0057	-0.0099	0.0454
Si	0.0108	8.1722	22.5964	0.0112	0.0672	0.0403
Si	3.8494	-2.3049	12.1826	-0.0067	0.0176	-0.0066
Si	-5.9743	8.2735	14.6228	-0.0261	-0.0227	0.0072
Si	-1.3335	5.8713	18.5757	0.014	0.0181	-0.0089
Si	-5.1324	1.3455	18.2377	-0.0056	-0.0079	-0.0028
Si	-1.1415	-1.6458	13.9272	0.0404	-0.0235	-0.0102
Si	8.1314	3.597	9.2296	0.0371	-0.0107	-0.0198
Si	-2.376	4.758	15.7935	0.0395	0.0242	0.0226
Si	6.4622	4.0257	16.7874	0.0028	0.008	0.027
Si	-0.5449	0.1747	16.2678	0.0006	-0.0135	0.039
Si	-7.4827	2.5141	15.4822	-0.0268	0.0023	0.0109
Si	3.7861	-9.525	19.8859	0.0033	0.0268	-0.02
Si	12.3383	7.9713	11.695	-0.0037	-0.0189	0.0312
Si	7.6791	10.0183	9.5587	0.0046	0.0022	0.0236
Si	8.4197	5.9849	10.9808	-0.0117	0.0061	0.0309
Si	2.0982	9.8484	8.6198	-0.0215	-0.1032	-0.0039
Si	3.5171	4.3525	21.3048	0.0021	0.012	0.017
Si	-1.2847	-0.7805	19.0954	0.008	-0.0145	-0.0244
Si	4.2989	9.8065	21.5907	-0.0063	-0.0221	0.0079
Si	-0.8039	3.2852	13.4566	0.0125	0.0222	0.004
Si	1.7984	1.825	17.6057	-0.0141	0.0098	0.018
Si	12.1087	7.9798	19.5158	0.016	-0.0008	-0.0466
Si	6.9482	8.789	22.1867	-0.038	0.008	0.0446
Si	8.9748	1.5944	19.9129	0.0132	0.0201	-0.0473
Si	10.109	8.4116	9.6968	0.0051	-0.0014	-0.0014
Si	5.9937	1.6698	9.7325	0.0036	0.0257	0.0033
Si	8.1511	7.8127	19.4337	0.0105	-0.0045	-0.0515
Si	-5.8273	7.0578	17.5666	0.0037	0.0153	0.0213
Si	2.1109	13.6274	13.0658	-0.0026	-0.0003	-0.0243
Si	-0.2982	3.2488	19.3907	-0.026	0.0076	-0.0618
Si	13.2727	4.0144	8.5207	0.0111	0.0055	-0.0283
Si	12.4877	4.7553	11.5097	0.0086	0.0164	0.0154
Si	5.9514	7.5514	10.1255	0.0054	-0.0293	-0.004
Si	-8.22	0.4569	11.1225	0.0144	-0.0245	0.0674
Si	-2.4002	1.0172	14.0689	0.0148	0.003	0.0264
Si	0.867	3.3444	22.1682	0.0735	0.0167	0.0221
Si	3.5633	7.1876	19.8185	0.0031	-0.0267	-0.0277
O	11.6036	8.5882	10.3526	0.0272	-0.0061	-0.006
O	1.7091	2.1905	22.9697	-0.0412	0.0898	-0.0591
O	2.276	-2.5491	11.9114	-0.0053	-0.0116	-0.0242
O	8.5821	5.9823	12.6057	-0.0064	0.022	0.005
O	6.854	-4.6792	10.5636	0.0103	0.0031	-0.0286
O	-3.8767	0.9158	19.1485	-0.0197	-0.0019	0.01
O	-1.7167	2.5599	18.9576	0.005	-0.0042	0.0259
O	-5.1577	2.9576	18.0115	0.0017	-0.0015	-0.0036
O	6.6723	11.4038	16.8838	-0.0073	0.0007	-0.003
O	-4.6623	7.9063	18.3412	-0.0155	-0.0068	-0.0013
O	0.7448	6.3593	11.5176	-0.009	0.0311	-0.0078
O	16.026	7.2135	18.4491	0.0115	-0.0032	0.0184
O	4.2006	15.3902	22.8037	-0.004	-0.076	-0.1108
O	2.0193	7.4334	19.3878	-0.0103	0.0021	0.0284
O	3.8763	5.7158	20.4757	-0.0055	0.0692	0.0016
O	-0.4198	-1.1906	15.342	-0.0037	0.0069	-0.0024
O	11.5248	7.801	21.0249	-0.0049	-0.0099	-0.0434
O	8.909	4.5801	10.2904	0.0026	0.0116	-0.0325
O	0.9283	0.785	16.6744	0.0007	-0.0039	-0.0085
O	4.131	10.2418	12.0176	0.0047	-0.0058	-0.0259
O	-1.2591	4.1646	14.7634	-0.013	-0.0039	-0.0068
O	7.0671	0.4848	10.0674	0.0003	-0.0093	-0.0458
O	-3.0427	6.1262	15.2463	0.0071	-0.0003	-0.0022
O	-2.3932	8.9856	19.1223	0.0006	0.0078	0.0177
O	5.3941	7.6474	16.101	-0.0038	0.0044	-0.0248
O	10.0107	5.1167	17.1665	-0.0218	-0.0172	-0.0371
O	11.0807	4.2059	12.139	-0.0177	-0.0244	0.0061
O	-1.4931	1.2144	15.4307	-0.0119	0.0037	-0.0041
O	6.8671	8.8686	10.3497	0.0084	0.0029	-0.0214
O	3.9059	8.4308	20.8197	-0.0011	-0.0204	-0.0055
O	-2.7315	-4.5825	19.2644	0.0025	-0.0023	0.0267
O	1.2466	4.1089	10.07	-0.0085	0.0065	0.0157
O	-3.9935	0.9738	14.4164	-0.0164	-0.0051	-0.0105
O	9.3861	7.1839	10.4704	-0.0178	-0.0244	-0.0159
O	7.6628	7.978	20.9787	0.0079	-0.0075	-0.0022
O	6.8757	2.9977	10.1112	-0.0284	-0.0211	-0.0247
O	1.4209	-3.4185	23.1266	-0.0747	0.0228	0.0084
O	3.9094	2.945	20.5228	0.0036	-0.0517	0.0029
O	-5.4426	9.7893	14.8055	0.0071	0.0248	-0.0113
O	2.4635	1.1854	18.9541	-0.0139	-0.0014	0.0038
O	-0.0415	8.5564	12.9945	-0.0172	0.0185	-0.0174
O	-8.542	2.3854	16.7272	0.0209	0.0062	-0.0118
O	9.2724	9.8136	9.9024	-0.0046	-0.0016	-0.0275
O	8.3128	2.5375	21.0614	0.0148	-0.0244	-0.0227
O	11.2587	7.1492	18.3947	-0.0041	-0.0106	0.0139
O	-2.3612	8.2456	14.0693	0.0035	0.0099	-0.0101
O	-0.5468	4.8421	19.5593	0.001	0.0079	0.0312
O	0.6102	2.4598	13.7215	-0.0193	-0.0046	-0.0023
O	4.5764	1.405	10.4987	-0.0177	0.0002	-0.035
O	4.6494	-3.2233	11.0852	-0.0185	0.0064	-0.0135
O	-6.6558	1.162	15.0943	0.0074	-0.0028	-0.0082
O	6.7408	7.4176	13.799	0.0098	0.0032	-0.0136
O	7.9169	3.8024	16.052	-0.0057	-0.002	-0.0124
O	3.2569	2.8419	14.1753	0.0224	0.0034	0.0105
O	13.7157	4.1957	12.4222	0.0077	-0.0336	0.0059
O	-1.652	0.3106	20.2751	-0.0054	-0.0063	0.0292
O	5.2028	3.7017	15.7891	-0.0072	0.0002	-0.0192
O	-1.846	-0.3117	13.2874	-0.0062	-0.0079	-0.0076
O	2.4138	10.5386	10.0859	0.0282	0.0147	-0.0198
O	4.2676	-2.7105	13.7126	0.0296	-0.0127	0.0287
O	2.4455	1.4547	12.032	-0.0103	0.0176	-0.0137
O	6.2714	5.5138	17.4051	-0.0021	-0.0161	-0.0045
O	5.0761	1.0026	18.9882	0.0334	-0.0005	-0.0048
O	-2.0598	2.2942	13.1153	0.0073	-0.0065	-0.01
O	-1.3777	-0.1015	17.6273	0.003	0.0121	-0.0208
O	3.7818	-1.2055	23.1432	0.0206	-0.0415	-0.0515
O	11.6996	2.6826	20.8858	-0.0201	-0.016	0.0077
O	0.8016	2.9891	18.2012	0.0158	-0.0155	0.0029

Results
free energy: -146404.643 eV
free energy less fixed offsets of O -568.88, Si -635.61 eV per atom: 2.597 eV

The program warned: the cutoff lies below the one the program advises for these potential files; the exchange-correlation potential is rough where the density is thin.
